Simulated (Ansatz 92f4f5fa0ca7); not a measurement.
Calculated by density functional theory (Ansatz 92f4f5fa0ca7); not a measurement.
Periodic cell of 221 atoms, Si132O88H1, from a study of silicon, its oxide and their interface. The atomic structure is a simulated model.
Doubt: the cutoff is far below the 930 eV that the study's wrapper takes by default for these files, so forces and energies are approximate.
This geometry differs little from another in the collection (a relaxation step or a small displacement).

Settings: functional PBE; potential files Ansatz PAW; basis plane waves; wave-function cutoff 580 eV; density cutoff ratio 5; exchange-correlation grid ratio 1; k mesh 1 x 1 x 1, Gamma-centred; self-consistency stop 5e-08 eV per atom in the density residual; occupations fixed; spin none; net charge +1 e, with a uniform compensating background and no finite-size correction.

Cell vectors (angstrom)
a	10.938	0	0
b	0	10.938	0
c	0	0	32.2255

Atoms: element, x, y, z (angstrom)
Si	-0.2324	0.2368	24.6787
Si	5.7154	-0.3422	24.7394
Si	2.5106	2.8149	24.7503
Si	8.462	2.4745	24.6838
Si	0.1946	4.9688	24.628
Si	5.2307	5.8033	25.0259
Si	2.9655	7.9143	24.7786
Si	7.962	8.3884	24.7709
Si	1.3174	1.3294	26.0968
Si	6.8488	1.3171	26.0012
Si	4.0702	4.0473	26.067
Si	9.5628	4.0171	26.0893
Si	1.2902	6.7281	25.9345
Si	6.8331	6.9303	26.2472
Si	4.0957	9.5226	26.0889
Si	9.5646	9.58	26.0217
Si	2.735	-0.0126	27.4281
Si	8.2144	-0.0035	27.4335
Si	0.0035	2.715	27.4842
Si	5.4908	2.7096	27.4035
Si	2.6992	5.4481	27.4162
Si	8.2209	5.455	27.4442
Si	0.0063	8.1775	27.3681
Si	5.4448	8.2556	27.5395
Si	4.1018	1.3673	28.8073
Si	9.5708	1.3673	28.8073
Si	1.3673	4.1018	28.8073
Si	6.8362	4.1018	28.8073
Si	4.1018	6.8362	28.8073
Si	9.5708	6.8362	28.8073
Si	1.3673	9.5708	28.8073
Si	6.8362	9.5708	28.8073
Si	0	0	30.1745
Si	5.469	0	30.1745
Si	2.7345	2.7345	30.1745
Si	8.2035	2.7345	30.1745
Si	0	5.469	30.1745
Si	5.469	5.469	30.1745
Si	2.7345	8.2035	30.1745
Si	8.2035	8.2035	30.1745
Si	1.3673	1.3673	31.5418
Si	6.8362	1.3673	31.5418
Si	4.1018	4.1018	31.5418
Si	9.5708	4.1018	31.5418
Si	1.3673	6.8362	31.5418
Si	6.8362	6.8362	31.5418
Si	4.1018	9.5708	31.5418
Si	9.5708	9.5708	31.5418
Si	2.7345	0	0.6835
Si	8.2035	0	0.6835
Si	0	2.7345	0.6835
Si	5.469	2.7345	0.6835
Si	2.7345	5.469	0.6835
Si	8.2035	5.469	0.6835
Si	0	8.2035	0.6835
Si	5.469	8.2035	0.6835
Si	4.1018	1.3673	2.0507
Si	9.5708	1.3673	2.0507
Si	1.3673	4.1018	2.0507
Si	6.8362	4.1018	2.0507
Si	4.1018	6.8362	2.0507
Si	9.5708	6.8362	2.0507
Si	1.3673	9.5708	2.0507
Si	6.8362	9.5708	2.0507
Si	0	0	3.418
Si	5.469	0	3.418
Si	2.7345	2.7345	3.418
Si	8.2035	2.7345	3.418
Si	0	5.469	3.418
Si	5.469	5.469	3.418
Si	2.7345	8.2035	3.418
Si	8.2035	8.2035	3.418
Si	1.3582	1.3701	4.8269
Si	6.8314	1.3677	4.8575
Si	4.1932	4.0002	4.6853
Si	9.5288	4.1136	4.8044
Si	1.3282	6.9087	4.7451
Si	6.871	6.828	4.7386
Si	4.0671	9.6193	4.8381
Si	9.5702	9.5855	4.7949
Si	2.7204	0.0473	6.3368
Si	8.2302	0.0089	6.226
Si	-0.0704	2.7364	6.1674
Si	5.4398	2.7167	6.2767
Si	2.8532	5.5006	5.7861
Si	8.2073	5.5187	6.2026
Si	0.0194	8.2763	6.2201
Si	5.5346	8.23	6.0516
Si	3.6557	1.8312	7.6679
Si	9.8317	1.0938	7.604
Si	1.5358	4.1693	7.0835
Si	6.5935	4.3619	7.496
Si	4.4068	6.5397	7.1686
Si	9.2918	7.2114	7.4915
Si	1.1612	9.7946	7.6805
Si	7.0065	9.3634	7.481
O	1.4514	3.9694	24.2411
O	6.8333	9.4821	24.2226
O	2.5299	3.0142	7.6786
O	8.1263	8.2651	7.9901
O	5.4391	5.4789	7.9418
O	0.0237	-0.0072	8.16
O	4.1274	6.8211	24.3072
O	9.5961	1.3707	24.153
O	1.8177	9.121	9.0855
O	1.0945	5.2761	8.2516
O	9.0621	1.7007	8.9737
O	6.2613	9.9071	8.8778
O	3.7346	1.6919	9.3599
O	3.4729	7.2728	8.2752
O	7.2104	3.6861	8.9026
O	9.9367	6.7769	8.9696
O	2.9794	1.9725	23.3833
O	5.0443	0.2621	23.349
O	7.8952	3.256	23.3081
O	10.3387	5.0486	23.1743
O	8.6684	7.6144	23.4856
O	2.3991	8.6406	23.4108
O	6.3171	5.2815	23.9106
O	0.5038	10.5661	23.3156
Si	2.9663	8.0457	9.5749
Si	9.955	0.2303	13.0944
Si	14.7432	5.6479	13.3398
Si	4.4508	1.6532	22.7526
Si	8.5762	2.3407	20.2495
Si	10.1893	4.9427	21.5533
Si	1.2098	9.3144	22.5371
Si	13.1028	4.5801	20.2
Si	1.9643	5.3769	11.0131
Si	-2.0214	10.1322	20.145
Si	4.4619	6.6348	16.0041
Si	7.4407	9.4061	12.7265
Si	5.6563	9.5833	10.342
Si	5.4076	2.9691	12.6725
Si	3.1019	12.5389	15.9874
Si	2.6647	9.3743	19.7821
Si	5.3023	3.8307	15.4913
Si	3.3079	2.6377	10.6229
Si	4.945	11.0014	12.726
Si	6.4913	4.0129	22.9391
Si	13.1161	0.7222	13.0184
Si	8.682	3.2235	9.435
Si	9.6047	14.0138	17.4316
Si	12.2408	2.4573	18.3768
Si	8.2271	4.5354	15.1938
Si	4.6686	-0.085	18.0112
Si	5.008	4.8211	20.4286
Si	7.2726	7.6034	15.2692
Si	14.5549	6.7048	18.8862
Si	9.4276	7.792	22.0498
Si	18.2842	9.7103	17.4392
Si	10.7481	5.405	9.2425
Si	5.5225	13.0174	19.9469
Si	0.3955	-0.5713	18.4267
Si	9.5567	11.2175	16.165
Si	8.6093	3.1018	12.5689
O	6.9861	13.9176	12.6347
O	6.9956	-8.7207	20.6424
O	11.7142	0.9753	18.7846
O	4.7974	4.1943	13.8066
O	2.1052	2.4106	16.9633
O	9.7805	10.7733	14.6422
O	5.5169	1.1828	18.5866
O	3.3844	10.5062	12.9537
O	2.5266	4.0274	10.2684
O	0.3393	5.3369	10.8022
O	5.1024	3.5543	19.4012
O	9.4038	3.5747	20.9831
O	15.7236	6.4134	12.3181
O	1.6947	9.4143	18.4597
O	0.0743	8.1788	22.2277
O	13.3811	5.5668	18.9009
O	16.6614	-1.154	17.3793
O	10.6219	10.2989	16.9743
O	4.4997	1.5618	21.117
O	2.462	5.1811	12.592
O	6.2567	4.719	21.4644
O	8.6487	9.0613	21.3381
O	8.0162	10.9521	16.6162
O	3.1922	7.8586	19.934
O	15.9873	6.1386	19.4576
O	4.9385	12.5224	13.3384
O	8.8534	10.177	12.3448
O	8.9695	4.151	13.7804
O	6.2081	10.259	13.4579
O	7.7437	8.2544	13.8447
O	7.7994	8.3454	16.6234
O	4.2477	8.7706	10.2936
O	4.7068	3.256	11.2762
O	5.3178	10.9963	11.1332
O	4.4304	13.4958	15.8402
O	3.9184	10.3062	19.339
O	6.8826	3.5647	15.352
O	13.0805	3.0432	19.6289
O	0.6436	11.0893	12.7639
O	-1.5401	6.3619	21.1983
O	5.6308	7.5461	15.3397
O	5.0237	5.1348	16.3811
O	3.7934	7.2483	17.3359
O	0.0723	3.4956	18.1189
O	11.7029	4.9443	20.9187
O	7.8096	6.0854	15.1743
O	5.3348	2.9249	23.2433
O	12.8663	9.8534	21.1499
O	9.0623	11.7259	20.5509
O	2.4906	1.8085	11.806
O	2.3299	1.3452	14.5555
O	9.1009	4.3331	16.5355
O	3.6475	0.2732	16.7646
O	9.4456	12.6869	12.8349
O	10.3609	-1.2082	19.5398
O	7.7861	9.8173	18.9974
O	14.4461	15.6905	21.1527
O	6.7611	-2.1228	11.3389
O	14.3593	6.3349	14.7555
O	2.4247	6.8846	10.5999
O	9.8112	4.171	8.771
O	8.8637	3.5214	11.0342
O	9.8462	1.8635	16.361
O	8.5922	2.6333	18.6235
H	16.4932	6.9473	12.5744

Results
free energy: -133980.461 eV
free energy less fixed offsets of H -15.97, O -568.88, Si -635.61 eV per atom: -2.531 eV

Forces (eV/angstrom), in the order of the atoms: element, x, y, z
Si	0.0005	-0.0005	-0.0026
Si	-0.0012	0.0002	0.0003
Si	0.0014	0.0001	-0.0016
Si	-0.0031	-0.002	-0.0012
Si	-0.0006	-0.0004	-0.0021
Si	-0.0003	-0.0032	0.0021
Si	-0.0019	0.0022	0.0015
Si	0.0012	-0.0004	0.0016
Si	0.0009	-0.002	0.0009
Si	0.0018	0.0024	0.0011
Si	0.0009	0.0013	0.0001
Si	0.0013	0.001	0.0019
Si	-0.0012	0.0011	0.0016
Si	-0.0003	0.0015	0.0009
Si	0.0001	-0.0004	0.0017
Si	0.0006	-0.0014	0.0011
Si	0.0006	-0.0005	-0.0021
Si	-0.0007	0.0003	0.002
Si	-0.0015	0.0012	0.0011
Si	-0.0004	-0.0009	-0.0006
Si	0.0007	0.0007	0.0011
Si	0.0004	-0.0004	-0.0004
Si	0.0001	-0.0004	-0.0008
Si	-0.0004	0.0004	-0.0021
Si	0.0874	-0.0294	-0.1911
Si	-0.107	-0.1263	0.2381
Si	-0.0181	0.0456	0.2135
Si	0.0241	-0.1522	-0.14
Si	-0.3441	-0.1867	0.0865
Si	0.1955	0.0222	-0.1759
Si	-0.0215	-0.2659	-0.2934
Si	0.1791	0.4659	0.4754
Si	-0.112	-0.0023	-0.021
Si	0.1304	0.0119	0.0438
Si	-0.0366	0.0897	-0.04
Si	0.0019	-0.0491	0.0204
Si	0.0555	-0.0274	0.0016
Si	-0.0923	-0.0226	-0.0464
Si	-0.0185	-0.1033	0.0046
Si	-0.0477	0.0519	-0.0366
Si	0.0803	-0.0288	-0.0202
Si	-0.0802	0.0539	-0.0019
Si	0.04	-0.0563	-0.0047
Si	-0.0119	0.0674	-0.0368
Si	-0.0219	0.0361	-0.0193
Si	0.0278	-0.0249	-0.0159
Si	-0.0385	0.0034	-0.0356
Si	0.0462	-0.0574	-0.0009
Si	0.0165	-0.0279	0.0091
Si	-0.0355	0.0298	0.0051
Si	-0.0504	0.0357	0.005
Si	0.0294	0.0361	0.0411
Si	-0.0298	0.0315	0.0043
Si	0.0231	-0.0782	0.0155
Si	0.0269	-0.0449	0.0327
Si	-0.0105	0.0187	0.0163
Si	-0.1066	-0.0085	-0.0497
Si	0.0609	-0.0204	0.0698
Si	0.0606	-0.0011	0.0704
Si	-0.0096	0.0893	-0.0814
Si	0.0167	-0.0532	0.0869
Si	-0.019	0.05	-0.0496
Si	0.075	0.046	-0.0456
Si	0.04	-0.0466	0.0614
Si	0.1011	0.0421	0.0865
Si	-0.0757	0.1281	0.4029
Si	-0.1084	-0.5288	-0.2556
Si	-0.3456	0.074	0.2273
Si	-0.2298	0.0173	0.1216
Si	0.4399	-0.1535	-0.4552
Si	-0.0955	0.5894	-0.0536
Si	0.3055	0.0417	-0.2214
Si	-0.0009	-0.0022	-0.0047
Si	0.001	0.0002	-0.0003
Si	0.0034	0.0028	-0.0025
Si	-0.0004	-0.0012	0.0009
Si	-0.0002	-0.0025	-0.0013
Si	-0.0027	-0.0032	0.0028
Si	0.0017	-0.0001	0.0004
Si	0.0025	0.0005	-0.0035
Si	0.001	0.0027	-0.0034
Si	-0.0031	0.0005	0.0009
Si	0.0006	0.0051	0.0011
Si	0.0004	0.0017	0.0015
Si	0.0022	0.001	0.003
Si	-0.0011	0.0017	-0.004
Si	-0.001	0.0019	-0.0025
Si	0.0022	-0.0002	-0.0024
Si	-0.0019	-0.0003	0.001
Si	0.0026	0.0019	0.0024
Si	-0.0054	-0.0004	-0.0018
Si	0.0011	-0.0008	-0.0045
Si	-0.0037	0.0001	-0.0007
Si	-0.0028	-0.0019	-0.0002
Si	0.0018	-0.0018	0.0115
Si	-0.001	0.0008	-0.0025
O	-0.0002	0.0006	-0.0002
O	-0.0007	-0.0001	-0.0031
O	0.0054	0.0016	-0.0003
O	0.0025	0	0.0025
O	-0.0016	-0.0014	0.0057
O	-0.0014	-0.0025	-0.0036
O	0.0017	-0.0002	-0.0045
O	0.0007	0.0005	-0.0011
O	0.0011	-0.0019	-0.0003
O	0.0007	-0.0003	0.0004
O	0.0003	-0.0001	0.0008
O	-0.0018	0	0.0039
O	0.0009	-0.0008	0.0033
O	-0.003	0.0035	0.0054
O	-0.0015	0.0012	0.0004
O	0	0.0003	0.0016
O	-0.0005	0.0001	-0.0009
O	0.0003	-0.0004	-0.001
O	0.0001	0.0005	-0.0016
O	-0.0006	0.0002	-0.0025
O	0.0008	-0.0003	-0.0032
O	0.0005	-0.0003	-0.0009
O	0	-0.0004	-0.0017
O	-0.0001	0.0003	-0.0006
Si	0.002	-0.0054	-0.0036
Si	0.0015	0.0025	-0.0016
Si	-0.0091	-0.0032	0.0073
Si	0	0.0002	0.001
Si	-0.0009	-0.0003	0.0001
Si	-0.0011	-0.0003	0.0039
Si	0.0006	0	-0.0017
Si	0.0006	-0.0008	-0.0017
Si	0.0054	-0.0031	0.0078
Si	0.0005	0.0008	-0.001
Si	-0.001	-0.0073	-0.0084
Si	-0.0026	-0.0012	0.0005
Si	0.0005	0.0011	-0.0006
Si	0.0063	-0.0025	0.005
Si	0.0048	0.0027	-0.0052
Si	0.001	0.0002	0.0013
Si	-0.001	-0.0063	0.0034
Si	0.0052	0.0048	0.0037
Si	-0.0009	0.0075	0.0024
Si	0.0003	0.0012	0.0024
Si	0.0033	0.0044	0.0009
Si	0.001	-0.0014	0.0021
Si	0.0022	0.0016	-0.0026
Si	-0.0014	0.0012	-0.0023
Si	-0.006	-0.0029	0.0017
Si	-0.0019	-0.0006	-0.0028
Si	0.002	0.0003	0.0015
Si	-0.0026	-0.0022	0.0009
Si	0.0003	0.0009	-0.0044
Si	0.0011	-0.0006	0.0027
Si	-0.0004	-0.0023	-0.0028
Si	0.0006	-0.0008	-0.0023
Si	0	-0.0008	0.002
Si	-0.0005	0.0013	0.0007
Si	0.0006	0.0023	0.0006
Si	-0.0117	-0.0034	0.0026
O	0.0072	0.0035	-0.0009
O	0.0001	0	-0.0016
O	-0.0004	-0.0008	-0.0009
O	0.0055	-0.0009	-0.0078
O	-0.0051	0.0018	0.0037
O	-0.0004	0.0008	0.0008
O	0.0009	0.0017	0.0002
O	-0.001	-0.0023	-0.001
O	-0.0019	-0.0022	-0.0026
O	-0.0008	0.0009	-0.0002
O	-0.0006	0.0008	-0.0017
O	0.001	0.0011	-0.0018
O	0.1062	0.0355	0.0248
O	-0.0003	-0.0004	-0.0008
O	-0.0014	0.0004	-0.001
O	-0.0007	-0.0011	0.0006
O	-0.0002	0.0013	0
O	0.0008	-0.0002	0.0005
O	0.0008	0.0003	-0.0021
O	-0.011	0.0055	-0.0088
O	-0.0015	0.0008	-0.002
O	-0.0007	-0.0005	-0.0009
O	0.0001	-0.0004	-0.0003
O	0	0.001	-0.0002
O	0.0009	-0.0005	0.0004
O	0.0007	-0.0112	-0.0036
O	0.0006	-0.0001	0.0002
O	0.0013	0.0004	-0.001
O	0.0015	-0.0016	-0.0001
O	0.0017	0.0006	-0.0012
O	0.0006	0.0023	0.0011
O	-0.0008	0.0001	-0.0005
O	-0.0063	-0.0008	-0.0056
O	0.0009	-0.0022	-0.0018
O	0.0009	-0.002	0.0014
O	-0.0009	-0.0003	-0.0005
O	0.0058	0.0035	0.0004
O	0.0011	0.0016	0.0014
O	-0.0025	-0.0002	-0.0004
O	0.0003	0.0001	-0.0025
O	0.0025	0.0018	0
O	0.0003	0.0074	0.0062
O	-0.0019	0.0017	0.0056
O	0.0012	-0.0015	-0.0005
O	-0.001	0.0002	-0.0007
O	0.0001	0.002	-0.003
O	-0.0002	-0.0004	-0.001
O	-0.0005	-0.0001	-0.0007
O	-0.0001	0.0006	-0.0007
O	-0.0017	-0.0018	-0.0002
O	-0.0018	-0.0015	-0.0003
O	0.0027	-0.0014	0.0023
O	0.0021	-0.0026	0.0036
O	-0.0004	0.0014	0.0002
O	-0.0008	-0.0009	-0.0006
O	0.0014	0.001	0.0028
O	-0.0002	0.0004	0.0002
O	0.0004	0.0027	-0.001
O	-0.0004	0.0087	0.0048
O	0.0023	0.0065	-0.0058
O	-0.0006	0.0003	0.0004
O	0.0012	0.0006	-0.0019
O	-0.0006	-0.0011	0.0003
O	-0.0012	-0.0011	0.002
H	-0.0967	-0.034	-0.0293

The program warned: the cutoff lies below the one the program advises for these potential files; the forces do not sum to zero within the program's tolerance; the exchange-correlation potential is rough where the density is thin.
